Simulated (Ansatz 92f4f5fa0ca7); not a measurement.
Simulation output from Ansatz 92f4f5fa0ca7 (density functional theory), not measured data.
Periodic cell of 276 atoms, Si168O108, from a study of silicon, its oxide and their interface. The atomic structure is a simulated model.
Doubt: the cutoff is low for norm-conserving oxygen, so forces and energies are approximate.
Doubt: the program's own warning below bears on the result.
This geometry differs little from another in the collection (a relaxation step or a small displacement).

Settings
functional: HSE06
potential files: SPMS norm-conserving
basis: plane waves
wave-function cutoff: 800 eV
density cutoff ratio: 4
exchange-correlation grid ratio: 1
k mesh: 1 x 1 x 1, Gamma-centred
occupations: fixed
spin: none
net charge: 0

Cell vectors (angstrom)
a	11.6015	0	0
b	0	13.3963	0
c	0	0	30.8482

Atoms: element, x, y, z (angstrom)
Si	0.0535	-0.1035	24.0873
Si	3.8791	0.0078	24.1877
Si	7.7317	0.0484	23.9947
Si	1.9079	3.4126	24.1245
Si	6.0022	3.3738	24.1991
Si	9.6153	3.3443	24.2743
Si	-0.1043	6.6687	24.1328
Si	3.7587	6.6713	24.2051
Si	7.7026	6.7677	24.1512
Si	1.9877	9.9924	24.1624
Si	5.7874	10.0635	24.1615
Si	9.6472	10.0582	23.9596
Si	0.0137	2.1833	24.834
Si	3.9207	2.2957	24.7975
Si	7.7696	2.1601	25.1099
Si	1.841	5.5953	25.0052
Si	5.7715	5.6118	24.9014
Si	9.6001	5.5943	24.9949
Si	-0.0314	8.9349	24.8248
Si	3.8897	8.9007	24.9834
Si	7.7492	8.983	24.9096
Si	1.9646	12.241	24.9627
Si	5.8325	12.308	24.9108
Si	9.6471	12.2771	24.7998
Si	0.0032	2.2039	27.2397
Si	3.882	2.2568	27.22
Si	7.7472	2.1859	27.42
Si	1.8922	5.5791	27.3457
Si	5.7851	5.5842	27.2816
Si	9.6419	5.5875	27.3415
Si	-0.016	8.9326	27.233
Si	3.8753	8.9118	27.3339
Si	7.7414	8.9471	27.2869
Si	1.9419	12.2618	27.3164
Si	5.8177	12.2841	27.2872
Si	9.6574	12.2645	27.2207
Si	1.9514	1.1213	28.0571
Si	5.778	1.11	28.097
Si	9.6987	1.0781	28.0925
Si	-0.0277	4.436	28.088
Si	3.8527	4.4683	28.0795
Si	7.7125	4.4588	28.0954
Si	1.9108	7.8221	28.0841
Si	5.8174	7.8073	28.0898
Si	9.6677	7.8294	28.0872
Si	-0.0136	11.155	28.0633
Si	3.8829	11.1551	28.0869
Si	7.7402	11.1705	28.0833
Si	1.9336	1.1164	30.4532
Si	5.8008	1.1164	30.4532
Si	9.6679	1.1164	30.4532
Si	0	4.4654	30.4532
Si	3.8672	4.4654	30.4532
Si	7.7343	4.4654	30.4532
Si	1.9336	7.8145	30.4532
Si	5.8008	7.8145	30.4532
Si	9.6679	7.8145	30.4532
Si	0	11.1635	30.4532
Si	3.8672	11.1635	30.4532
Si	7.7343	11.1635	30.4532
Si	0	0	0.3944
Si	3.8672	0	0.3944
Si	7.7343	0	0.3944
Si	1.9336	3.3491	0.3944
Si	5.8008	3.3491	0.3944
Si	9.6679	3.3491	0.3944
Si	0	6.6981	0.3944
Si	3.8672	6.6981	0.3944
Si	7.7343	6.6981	0.3944
Si	1.9336	10.0472	0.3944
Si	5.8008	10.0472	0.3944
Si	9.6679	10.0472	0.3944
Si	0.0038	-0.0093	2.765
Si	3.8924	-0.0114	2.7528
Si	7.7443	-0.0111	2.7794
Si	1.931	3.3475	2.7607
Si	5.7908	3.3609	2.7345
Si	9.6733	3.3596	2.77
Si	-0.0133	6.6922	2.7852
Si	3.8586	6.6991	2.7459
Si	7.7533	6.7045	2.7753
Si	1.9203	10.0599	2.761
Si	5.7875	10.0203	2.7596
Si	9.6313	10.0622	2.778
Si	0.0036	2.2172	3.5494
Si	3.8744	2.2266	3.5124
Si	7.7198	2.2504	3.4921
Si	1.9417	5.584	3.5551
Si	5.8036	5.5956	3.5034
Si	9.6605	5.5765	3.6413
Si	-0.0292	8.952	3.5211
Si	3.8391	8.9182	3.5458
Si	7.7059	8.928	3.6081
Si	1.9543	12.3007	3.5363
Si	5.8149	12.2365	3.5554
Si	9.682	12.2839	3.6254
Si	0.014	2.1951	5.9195
Si	3.9008	2.2123	5.8643
Si	7.6875	2.2569	5.8277
Si	1.9644	5.5768	5.9262
Si	5.7971	5.5862	5.8502
Si	9.6568	5.5498	6.0664
Si	-0.0647	8.979	5.8719
Si	3.7927	8.8805	5.9164
Si	7.6622	8.9083	6.0107
Si	1.9918	12.3186	5.8924
Si	5.8262	12.178	5.9302
Si	9.7046	12.2903	6.0434
Si	1.9969	1.1491	6.73
Si	5.831	1.0266	6.5884
Si	9.5924	1.1977	6.6589
Si	0.0691	4.4184	6.6713
Si	3.9304	4.4292	6.6644
Si	7.6339	4.4451	6.758
Si	1.7954	7.8241	6.6801
Si	5.6949	7.7538	6.7562
Si	9.6394	7.8454	6.7256
Si	0.1243	11.1979	6.7379
Si	3.8419	11.0918	6.6884
Si	7.7808	11.1348	6.8308
O	4.1473	4.3251	8.3025
O	5.514	7.5549	8.3973
O	9.3111	1.5091	8.273
O	9.7244	8.0499	8.3643
O	2.1867	1.251	8.3722
O	6.0143	0.8783	8.2135
O	1.4995	7.9329	8.311
O	0.4885	11.2258	8.365
O	3.6714	10.9696	8.3306
O	0.3691	4.2967	8.2975
O	7.3187	4.4162	8.4042
O	7.8237	11.1688	8.4951
O	6.6034	3.3944	22.6472
O	2.193	9.8774	22.5317
O	7.715	0.1575	22.3237
O	11.2962	6.5208	22.4983
O	7.7515	6.9211	22.4978
O	0.2334	13.0259	22.4686
O	9.6125	10.0234	22.2868
O	3.4811	6.6455	22.5695
O	5.7366	10.0744	22.5166
O	9.301	3.3897	22.6508
O	1.7373	3.5926	22.498
O	3.8636	-0.0686	22.5484
Si	8.9675	10.0763	18.0472
Si	4.4199	10.9388	9.7588
Si	9.1993	10.7258	20.8713
Si	5.0563	8.1467	9.8351
Si	2.7028	1.7012	9.8367
Si	7.1863	6.2331	21.1487
Si	10.39	6.619	18.2926
Si	3.0938	10.8239	12.5351
Si	10.0485	6.1293	14.1734
Si	9.7483	1.5125	16.1857
Si	5.5317	0.503	9.694
Si	1.6253	9.6612	21.0349
Si	11.0884	4.1691	9.6369
Si	7.2875	0.8119	20.8753
Si	3.2751	6.4565	14.5122
Si	7.9609	3.4888	21.7475
Si	10.1769	1.2669	9.614
Si	13.5847	3.6879	15.3545
Si	8.1538	5.0504	9.6417
Si	-0.5925	4.314	16.6142
Si	1.4334	13.1237	11.9501
Si	7.4144	1.5421	14.041
Si	8.498	10.8464	9.9398
Si	5.0577	6.0373	11.9622
Si	7.9481	0.0703	11.4136
Si	11.6263	12.439	20.9743
Si	9.024	7.8544	9.8063
Si	4.047	8.7157	19.4586
Si	7.6097	4.513	12.7056
Si	0.7409	1.1189	14.5579
Si	4.4931	10.4179	15.0388
Si	1.8235	9.2015	14.6003
Si	4.098	6.091	21.1773
Si	4.4626	13.3549	21.0588
Si	1.9003	1.1522	19.5773
Si	4.9914	7.9333	16.6402
Si	2.8539	1.2379	16.573
Si	8.0492	13.1008	17.99
Si	7.4718	7.5989	18.3256
Si	11.4304	11.9454	9.6527
Si	5.9732	10.5716	21.0011
Si	10.7442	8.4731	16.0418
Si	5.5755	13.3263	15.9674
Si	2.0809	7.353	9.6992
Si	1.9542	4.0617	20.9687
Si	3.4024	4.5881	9.7097
Si	0.2175	6.7358	20.9858
Si	11.3896	6.5716	11.449
O	9.2402	0.6407	17.4372
O	9.2976	0.7501	10.8491
O	1.0064	4.1739	16.5381
O	2.6468	12.3739	12.7073
O	6.2388	5.3509	12.8089
O	1.0387	5.3719	20.6066
O	10.5383	5.059	15.2644
O	5.1401	11.8261	15.5011
O	2.5297	3.2852	10.0904
O	1.1009	2.7125	14.3667
O	7.8806	0.3983	12.9877
O	5.607	7.3068	11.1046
O	3.2454	0.4315	20.1226
O	3.4556	4.6568	20.7744
O	1.9055	9.8566	13.1028
O	4.27	1.4172	10.0422
O	4.095	8.5598	17.8475
O	5.1072	11.9088	20.7079
O	-0.0102	5.059	10.8819
O	4.2584	6.7742	15.7683
O	9.6534	9.9054	19.5273
O	7.3343	3.0186	13.3187
O	5.6551	5.8413	21.4093
O	7.9295	6.6599	9.6847
O	7.9385	4.3811	11.1052
O	10.2431	2.923	16.7525
O	9.8537	9.6108	16.776
O	7.2585	7.213	19.8811
O	10.9495	2.614	10.0571
O	6.0687	0.9255	14.757
O	3.9907	6.5218	13.0643
O	8.8455	6.8834	17.9006
O	11.1819	6.4273	13.0434
O	1.0621	7.4513	10.9543
O	8.3503	9.2578	10.2698
O	11.2797	7.5339	17.2711
O	0.7169	10.9771	20.7457
O	6.728	-0.1496	17.0845
O	4.2845	0.5413	16.7109
O	0.3533	9.2439	15.2752
O	2.8036	9.6343	19.9275
O	6.7109	0.8319	10.7233
O	5.4033	9.4293	20.0002
O	7.9161	11.87	11.0731
O	0.5556	0.4129	13.1182
O	7.9892	4.8563	20.8907
O	10.0886	7.3451	10.8977
O	2.1594	7.6206	14.5224
O	10.0787	11.1309	9.9088
O	11.1979	13.485	9.2096
O	4.4259	4.9763	10.9034
O	0.9421	8.1911	20.9696
O	2.6218	4.9763	14.63
O	10.9783	0.8555	15.3772
O	10.0291	12.1406	20.7834
O	7.6245	9.1867	18.1099
O	2.3967	5.8036	9.4532
O	3.1073	2.762	16.0579
O	10.6638	6.8828	19.8592
O	8.5744	11.5995	17.8256
O	1.9549	0.4908	15.4381
O	5.1776	12.3423	9.8939
O	6.2563	7.1863	17.341
O	8.7504	5.4194	13.4631
O	7.7117	13.4027	19.5411
O	4.4328	10.4928	13.4059
O	8.5202	1.7126	15.1805
O	2.0454	1.2213	17.9706
O	3.3731	10.6911	10.957
O	5.6782	1.009	20.9128
O	10.6997	5.0825	17.9845
O	3.8782	7.2199	20.0534
O	9.8845	7.552	14.9809
O	5.3652	9.1777	15.6393
O	0.6565	12.0101	11.0457
O	3.4485	8.1226	10.0126
O	7.9719	2.2577	20.7221
O	9.6758	4.7941	9.195
O	0.6388	0.1848	19.9795
O	1.7259	2.6975	20.1044
O	5.4815	9.7118	9.847
O	7.5684	10.8492	20.8123
O	1.9134	0.8946	10.9664
O	2.9375	10.059	15.4565

Results
free energy: -67415.439 eV
free energy less fixed offsets of O -447.96, Si -113.29 eV per atom: -3.039 eV
gap between the highest filled and lowest empty level on this k mesh: 1.427 eV

The program warned: the cutoff lies below the one the program advises for these potential files; the model core charge is not resolved on the grid; the forces do not sum to zero within the program's tolerance; the exchange-correlation potential is rough where the density is thin.
